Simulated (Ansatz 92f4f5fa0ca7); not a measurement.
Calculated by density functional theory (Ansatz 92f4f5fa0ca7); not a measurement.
Periodic cell of 226 atoms, Si134O92, from a study of silicon, its oxide and their interface. The atomic structure is a simulated model.
Doubt: the cutoff is low for norm-conserving oxygen, so forces and energies are approximate.
Doubt: the program's own warning below bears on the result.
This geometry differs little from another in the collection (a relaxation step or a small displacement).

Settings
functional: HSE06
potential files: SPMS norm-conserving
basis: plane waves
wave-function cutoff: 800 eV
density cutoff ratio: 4
exchange-correlation grid ratio: 1
k mesh: 1 x 1 x 1, Gamma-centred
occupations: fixed
spin: none
net charge: 0

Cell vectors (angstrom)
a 10.938 0 0
b 0 10.938 0
c 0 0 32.3861

Atoms: element, x, y, z (angstrom)
Si 0.2662 -0.1376 24.7489
Si 5.1982 0.2167 25.1331
Si 3.1166 2.5576 24.8073
Si 7.9396 3.042 25.0475
Si -0.3819 5.6928 24.8771
Si 5.7829 5.3153 25.0283
Si 2.471 8.5072 24.8503
Si 8.4032 7.9883 24.9352
Si 1.4055 1.4426 26.1007
Si 6.8254 1.4026 26.3127
Si 4.1333 4.1411 26.2307
Si 9.5332 4.1588 26.3276
Si 1.3149 6.852 26.1115
Si 6.881 6.884 26.3418
Si 3.9868 9.5851 26.3273
Si 9.6129 9.6308 26.1367
Si 2.6627 0.0652 27.6225
Si 8.2274 -0.0027 27.5806
Si 0.0136 2.737 27.5647
Si 5.4479 2.7601 27.6464
Si 2.7031 5.5002 27.5437
Si 8.1936 5.4982 27.6924
Si -0.0104 8.2181 27.5631
Si 5.4341 8.229 27.6205
Si 4.1018 1.3673 28.9678
Si 9.5708 1.3673 28.9678
Si 1.3673 4.1018 28.9678
Si 6.8362 4.1018 28.9678
Si 4.1018 6.8362 28.9678
Si 9.5708 6.8362 28.9678
Si 1.3673 9.5708 28.9678
Si 6.8362 9.5708 28.9678
Si 0 0 30.3351
Si 5.469 0 30.3351
Si 2.7345 2.7345 30.3351
Si 8.2035 2.7345 30.3351
Si 0 5.469 30.3351
Si 5.469 5.469 30.3351
Si 2.7345 8.2035 30.3351
Si 8.2035 8.2035 30.3351
Si 1.3673 1.3673 31.7023
Si 6.8362 1.3673 31.7023
Si 4.1018 4.1018 31.7023
Si 9.5708 4.1018 31.7023
Si 1.3673 6.8362 31.7023
Si 6.8362 6.8362 31.7023
Si 4.1018 9.5708 31.7023
Si 9.5708 9.5708 31.7023
Si 2.7345 0 0.6835
Si 8.2035 0 0.6835
Si 0 2.7345 0.6835
Si 5.469 2.7345 0.6835
Si 2.7345 5.469 0.6835
Si 8.2035 5.469 0.6835
Si 0 8.2035 0.6835
Si 5.469 8.2035 0.6835
Si 4.1018 1.3673 2.0507
Si 9.5708 1.3673 2.0507
Si 1.3673 4.1018 2.0507
Si 6.8362 4.1018 2.0507
Si 4.1018 6.8362 2.0507
Si 9.5708 6.8362 2.0507
Si 1.3673 9.5708 2.0507
Si 6.8362 9.5708 2.0507
Si 0 0 3.418
Si 5.469 0 3.418
Si 2.7345 2.7345 3.418
Si 8.2035 2.7345 3.418
Si 0 5.469 3.418
Si 5.469 5.469 3.418
Si 2.7345 8.2035 3.418
Si 8.2035 8.2035 3.418
Si 1.3498 1.4023 4.7435
Si 6.8613 1.3311 4.8545
Si 4.1494 4.0346 4.7537
Si 9.5781 4.0745 4.8474
Si 1.3975 6.7915 4.7392
Si 6.891 6.7798 4.7848
Si 4.1537 9.5352 4.7509
Si 9.536 9.5817 4.7653
Si 2.8054 0.0507 5.9809
Si 8.1314 -0.1187 6.2907
Si -0.0422 2.6574 6.2441
Si 5.5086 2.7175 6.2263
Si 2.7159 5.3517 6.0546
Si 8.257 5.4495 6.2663
Si 0.0438 8.2058 6.0054
Si 5.4615 8.1025 6.1072
Si 3.8607 1.5347 7.4605
Si 9.8523 0.9106 7.5365
Si 1.6401 3.8003 7.4563
Si 6.5783 4.3618 7.5734
Si 4.2681 6.4952 7.3357
Si 9.4996 7.128 7.4317
Si 1.2822 9.7868 7.2001
Si 7.0017 9.0718 7.5873
O 5.4168 5.4698 7.8844
O 0.1397 -0.1365 7.7539
O 2.7431 2.6597 7.831
O 8.308 8.1432 7.8842
O -4.5349 9.6274 21.4906
O 6.845 4.1586 24.5416
O 5.785 10.3078 23.8858
O -0.0435 4.9066 23.4769
O 6.253 9.116 9.0387
O 1.2598 4.4644 8.8983
O 2.145 9.297 8.4749
O 7.0521 3.8357 9.0484
O 10.3967 6.8142 8.7569
O 4.2801 0.8374 8.8803
O 3.4868 7.0272 8.655
O 9.3649 1.1502 9.0706
O 4.1932 1.3593 24.5437
O 8.6998 2.458 23.7353
O 9.484 6.8581 24.464
O 3.2511 7.8715 23.5584
O 7.6712 8.4963 23.5635
O 1.3002 4.0908 21.3977
O -2.2825 8.8993 15.3611
O 9.9179 -0.0229 19.0232
Si 11.4931 13.2806 12.4423
Si 2.7756 8.2157 9.4752
Si 5.4297 8.7015 20.6207
Si -1.7578 1.2265 22.8083
Si 7.1271 11.6487 16.0096
Si 2.6891 3.9338 16.6642
Si 11.0041 9.7451 18.7977
Si 2.8113 4.0265 21.9561
Si 8.9947 7.5976 16.2491
Si 11.1797 4.1441 14.935
Si 4.1431 -4.1621 22.7634
Si 10.9712 7.0714 10.2455
Si 5.5024 -1.7071 10.469
Si 6.768 3.2633 10.5376
Si 3.0339 0.6779 12.9976
Si 0.6642 18.2127 20.1922
Si 13.5398 6.3452 18.3063
Si 3.9268 14.8869 19.2258
Si 11.3463 10.7355 16.1416
Si 9.4171 -2.774 12.5031
Si 5.6583 -2.0182 15.7312
Si 2.6954 -1.4999 14.899
Si 6.8767 -3.4989 18.1198
Si 9.0805 3.0343 20.2487
Si 6.4163 4.6135 13.2152
Si -3.9334 -1.1017 22.9542
Si 11.3972 15.1654 10.2754
Si 9.0427 -0.7872 14.4042
Si 20.5487 1.1979 17.978
Si 15.787 -8.4039 14.799
Si 2.7333 8.9601 19.5476
Si 8.2501 4.7067 15.684
Si 11.455 7.1475 14.7126
Si 6.5313 7.5743 12.9999
Si 4.6838 11.9768 10.4412
Si 0.0005 4.9239 21.8608
Si 9.4198 -8.8816 10.394
Si 17.8154 -6.6401 18.4535
O 8.1214 0.0346 22.9103
O -3.4359 4.0422 16.9691
O 9.1464 1.7853 21.2902
O 15.0701 9.5344 20.0825
O 5.262 6.1245 23.7233
O 1.8241 8.0773 14.8451
O 7.9197 2.209 10.9245
O 1.1151 6.2811 18.9806
O 12.9061 -11.2651 15.7765
O 10.5859 0.6111 23.3938
O 3.6565 5.5535 19.2488
O 6.1835 8.559 14.2335
O 3.9165 8.9104 10.3661
O 2.9407 -0.8906 13.4083
O 6.8039 4.422 11.6557
O 12.3196 9.6472 24.3339
O 13.7983 3.3132 18.1643
O 0.0179 -4.4648 21.4046
O -0.3365 8.4181 19.6244
O 0.0603 -1.3963 17.1898
O -0.322 -3.2515 13.4527
O 11.0533 5.6346 10.9731
O 7.6748 14.545 19.6848
O 13.5807 -5.3696 16.8765
O 5.3569 2.4911 10.5854
O 12.5672 10.098 19.1749
O -4.6266 8.2689 19.3614
O -1.0063 8.0545 10.9877
O 6.0684 -2.6836 11.6096
O 5.3928 3.6776 18.6129
O 9.0044 -1.245 12.8615
O 10.5532 18.167 16.0624
O 14.3761 11.8601 11.455
O -0.1489 1.1483 16.8489
O 6.2944 10.2967 16.3123
O 2.0115 8.0439 20.6909
O 14.8676 3.4235 15.7787
O 20.7272 4.2465 15.7423
O 4.072 -1.8361 15.6292
O 10.3383 1.5354 11.628
O 4.8977 -3.4676 21.5216
O 10.5595 10.5485 14.7538
O 8.1552 6.3145 15.7288
O 3.7256 3.4197 20.7484
O 5.6862 10.7842 10.878
O 6.8262 5.9003 18.582
O 16.233 3.5357 13.6165
O 1.5353 7.6587 10.3388
O 2.822 3.1396 23.3047
O 14.9909 12.2879 14.0533
O 8.1104 -3.6685 12.7914
O 10.0085 3.487 9.9148
O 12.5167 12.2776 13.1403
O 7.6291 15.2445 14.248
O 13.9332 18.8634 18.2939
O 8.0427 11.3735 14.693
O 9.7181 4.2616 21.0638
O 8.4171 7.8526 17.745
O 5.867 6.1342 13.33
O 17.0151 1.8885 15.6497
O 10.8918 3.2466 13.6298
O 11.7602 5.5857 14.4652
O 1.3386 14.421 15.9218
O 3.2248 5.5494 22.2821
O 12.2021 3.3112 11.3413
O 8.1414 1.0521 17.2572
O 9.7783 2.5298 18.8697
O 16.9098 -3.1893 16.805

Results
free energy: -56397.218 eV
free energy less fixed offsets of O -447.96, Si -113.29 eV per atom: -4.038 eV
gap between the highest filled and lowest empty level on this k mesh: 1.202 eV

The program warned: the cutoff lies below the one the program advises for these potential files; the model core charge is not resolved on the grid; the forces do not sum to zero within the program's tolerance; the exchange-correlation potential is rough where the density is thin.
